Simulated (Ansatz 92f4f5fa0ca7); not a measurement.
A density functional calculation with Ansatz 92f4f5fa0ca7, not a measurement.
Periodic cell of 214 atoms, Si132O78H4, from a study of silicon, its oxide and their interface. The atomic structure is a simulated model.
Doubt: the cutoff is far below the 930 eV that the study's wrapper takes by default for these files, so forces and energies are approximate.

Settings: functional PBE; potential files Ansatz PAW; basis plane waves; wave-function cutoff 580 eV; density cutoff ratio 5; exchange-correlation grid ratio 1; k mesh 1 x 1 x 1, Gamma-centred; self-consistency stop 5e-08 eV per atom in the density residual; occupations fixed; spin none; net charge 0.

Cell vectors (angstrom)
a	10.938	0	0
b	0	10.938	0
c	0	0	31.3387

Atoms: element, x, y, z (angstrom)
Si	10.3637	0.5141	23.9832
Si	5.7374	10.6329	23.9244
Si	2.2183	3.0516	23.91
Si	8.6676	2.2266	24.0001
Si	0.3553	4.899	23.877
Si	4.9005	5.9261	24.0396
Si	3.2163	7.6508	23.8829
Si	7.527	8.7891	23.8345
Si	1.2067	1.4165	25.2566
Si	6.854	1.3187	25.2156
Si	3.9512	4.1064	25.1891
Si	9.6113	3.9965	25.2511
Si	1.3527	6.7391	25.0547
Si	6.7303	6.9331	25.1352
Si	4.0699	9.5013	25.146
Si	9.3879	9.6236	25.1095
Si	2.6773	-0.0153	26.457
Si	8.1518	-0.0219	26.6599
Si	-0.0402	2.7315	26.7472
Si	5.4288	2.7406	26.4719
Si	2.6499	5.4695	26.6159
Si	8.1751	5.4963	26.4271
Si	-0.0645	8.1909	26.3621
Si	5.4192	8.2162	26.6291
Si	4.0745	1.3464	27.8433
Si	9.5224	1.332	28.042
Si	1.3461	4.1237	28.0488
Si	6.8087	4.1286	27.8318
Si	4.0539	6.8289	27.9654
Si	9.5543	6.8436	27.8144
Si	1.3068	9.5345	27.809
Si	6.7923	9.5527	28.0129
Si	0.0102	-0.0363	29.2899
Si	5.438	0.0178	29.2964
Si	2.753	2.7172	29.2901
Si	8.1626	2.7637	29.2915
Si	-0.0418	5.5099	29.2989
Si	5.4654	5.4649	29.277
Si	2.6943	8.2205	29.276
Si	8.2155	8.1818	29.2794
Si	1.3673	1.3673	30.6549
Si	6.8362	1.3673	30.6549
Si	4.1018	4.1018	30.6549
Si	9.5708	4.1018	30.6549
Si	1.3673	6.8362	30.6549
Si	6.8362	6.8362	30.6549
Si	4.1018	9.5708	30.6549
Si	9.5708	9.5708	30.6549
Si	2.7345	0	0.6835
Si	8.2035	0	0.6835
Si	0	2.7345	0.6835
Si	5.469	2.7345	0.6835
Si	2.7345	5.469	0.6835
Si	8.2035	5.469	0.6835
Si	0	8.2035	0.6835
Si	5.469	8.2035	0.6835
Si	4.09	1.3963	2.0622
Si	9.6243	1.343	2.0544
Si	1.4067	4.0609	2.0492
Si	6.8248	4.107	2.0516
Si	4.1374	6.8129	2.0559
Si	9.5597	6.859	2.0437
Si	1.3647	9.5918	2.0566
Si	6.8611	9.5558	2.0464
Si	0.0975	0.0466	3.5229
Si	5.5046	0.0261	3.3375
Si	2.7596	2.7306	3.5452
Si	8.249	2.7403	3.3264
Si	0.0251	5.4625	3.297
Si	5.4631	5.4186	3.5041
Si	2.7756	8.2235	3.3443
Si	8.2344	8.2225	3.4847
Si	1.4571	1.3847	5.0066
Si	6.9067	1.3699	4.6913
Si	4.1158	4.0694	4.9633
Si	9.627	4.1059	4.6813
Si	1.4287	6.7895	4.6527
Si	6.8575	6.8084	4.8239
Si	4.1282	9.6263	4.7046
Si	9.6583	9.5917	4.8432
Si	2.9435	-0.0225	6.3399
Si	8.2919	0.0903	6.1393
Si	0.0099	2.8743	6.2283
Si	5.6	2.6319	6.2157
Si	2.6748	5.5216	6.2363
Si	8.2989	5.4333	6.1157
Si	0.1689	8.1656	6.0614
Si	5.4302	8.2201	6.058
Si	4.9685	0.7154	7.5195
Si	9.1308	1.9601	7.4085
Si	0.8445	4.6992	7.5525
Si	7.3853	3.6497	7.3722
Si	3.6484	7.357	7.3636
Si	10.0351	6.5063	7.3147
Si	1.9333	9.0516	7.3808
Si	6.6145	9.8391	7.2483
H	1.4979	9.3249	8.7897
H	4.0415	7.0166	8.7687
O	7.0157	4.0152	8.9625
O	9.5857	1.8026	9.01
O	5.0635	1.0671	9.154
O	7.2964	9.1243	8.602
O	9.4175	7.3303	8.6373
O	1.2469	4.2318	9.1102
H	8.315	2.6363	22.6008
H	10.7823	0.2008	22.5761
O	10.3521	5.3827	22.5675
O	2.7995	2.1506	22.6035
O	2.9919	7.8554	22.236
O	5.2325	5.5341	22.4629
O	4.9964	0.4496	22.6111
O	7.9501	8.2408	22.3282
Si	4.5177	8.2034	14.4913
Si	4.1697	1.6411	21.8459
Si	3.9477	1.4271	15.3288
Si	5.8655	1.2178	10.564
Si	8.0308	7.864	9.3271
Si	7.292	1.531	14.6739
Si	5.8318	7.8336	19.0705
Si	8.5695	10.5861	18.8829
Si	5.0326	4.5155	21.2251
Si	10.5601	2.8438	12.6745
Si	1.1401	5.0184	16.9652
Si	3.2457	8.2918	20.6895
Si	4.607	9.8766	17.1232
Si	9.3353	4.5003	18.47
Si	8.4263	8.2263	20.7818
Si	6.5025	4.9907	18.6796
Si	1.0047	2.2636	15.5193
Si	2.8541	0.0574	19.5339
Si	4.6043	3.9872	11.5488
Si	0.39	9.3384	15.8781
Si	9.1394	1.0743	10.3938
Si	9.2309	10.4862	14.2228
Si	6.7923	5.1664	10.0946
Si	7.4511	2.25	17.8178
Si	8.7708	5.2247	12.5704
Si	0.4059	0.5576	17.9167
Si	2.3941	5.6252	19.7205
Si	5.0656	10.8888	13.1596
Si	10.429	5.7503	20.9839
Si	1.6016	4.4663	10.6853
Si	9.6617	9.2475	11.3351
Si	6.9879	6.4696	14.9056
Si	1.8574	7.1329	14.7229
Si	8.6067	8.5739	16.3649
Si	0.3939	6.8579	11.9517
Si	5.523	3.853	14.4935
O	9.8153	1.7496	11.7161
O	3.0776	3.8912	11.0348
O	4.245	8.7592	16.0016
O	0.1346	8.4082	11.4707
O	9.9957	0.4002	18.7801
O	0.8741	6.7259	13.5023
O	0.6338	3.6305	11.679
O	8.6129	9.7996	20.3228
O	9.7036	4.6097	20.0585
O	3.5217	10.2671	18.2472
O	3.405	7.0365	14.2214
O	8.4232	8.3175	10.8375
O	3.6166	4.8164	20.4445
O	4.7736	0.3683	16.2978
O	9.7581	7.2386	20.6875
O	7.496	1.0825	10.4632
O	4.8415	8.2852	20.3063
O	3.9852	1.0368	13.7315
O	5.1191	2.9612	21.7095
O	4.4547	9.4085	13.4093
O	2.1445	4.951	18.2548
O	8.0111	5.4181	18.2354
O	5.2697	5.186	10.6674
O	6.8023	2.9393	14.0189
O	0.09	1.6474	16.7325
O	1.6456	8.6981	15.1087
O	7.2992	1.6988	16.2913
O	5.9776	7.5531	14.2652
O	9.4566	3.9071	13.2363
O	5.3292	0.0433	11.5663
O	1.4673	6.0825	10.9927
O	2.6582	7.2304	19.588
O	6.4085	0.3035	14.0331
O	7.7517	4.828	11.3699
O	9.786	10.5028	10.3028
O	4.7053	4.312	13.1548
O	1.0723	5.5841	20.6548
O	6.1137	5.1387	15.3341
O	1.337	3.7982	15.9221
O	5.5589	6.3376	18.3562
O	2.3778	1.4019	15.6932
O	7.4335	0.8573	18.7395
O	6.9903	6.6215	9.4046
O	6.3277	4.7734	20.2821
O	8.2233	9.6129	15.1666
O	5.4411	2.6286	11.2474
O	7.2845	7.6505	19.7771
O	10.5405	5.0499	17.5223
O	8.7983	1.1203	14.2254
O	6.3017	3.4325	18.0744
O	4.5768	2.9394	15.4778
O	-0.2085	10.4461	14.8432
O	1.5834	0.9313	18.987
O	8.0759	6.0608	13.7749
O	3.8081	1.0977	20.3441
O	8.4411	9.4048	17.7527
O	8.9026	2.9734	18.0855
O	2.4993	9.7441	20.5342
O	1.5289	6.3153	16.0786
O	9.8986	6.1225	11.8426
O	7.7265	7.2115	16.1735
O	5.7831	9.0744	17.9739
O	0.829	10.0617	17.2546
O	10.1952	8.1929	16.1993
O	0.4282	2.2436	13.9821
O	9.2008	9.8287	12.7652

Results
free energy: -128337.420 eV
free energy less fixed offsets of H -15.97, O -568.88, Si -635.61 eV per atom: -0.380 eV

Forces (eV/angstrom), in the order of the atoms: element, x, y, z
Si	0.0138	0.0058	0.0023
Si	-0.0102	-0.0023	0.004
Si	-0.028	-0.0086	-0.0104
Si	-0.0165	0.017	-0.008
Si	0.0021	-0.0019	-0.0016
Si	-0.008	0.0094	-0.0017
Si	-0.0119	0.0176	-0.0005
Si	-0.0262	0.0035	-0.0087
Si	-0.0351	0.0226	0.0885
Si	0.0214	-0.0103	0.032
Si	-0.0131	0.0037	0.0548
Si	-0.0011	-0.0395	0.0828
Si	0.0171	-0.0096	0.0244
Si	0.003	0.0178	0.0639
Si	0.0199	-0.0151	0.0435
Si	-0.0201	0.0449	0.0428
Si	-0.0508	-0.0564	-0.1246
Si	-0.0602	-0.0391	0.1759
Si	-0.0137	0.0023	0.2024
Si	0.0047	-0.0124	-0.1171
Si	-0.0362	-0.0037	0.1167
Si	-0.009	-0.0259	-0.157
Si	0.0017	-0.0291	-0.1756
Si	-0.0598	-0.0184	0.1272
Si	0.0075	0.0284	0.1206
Si	0.0664	0.044	-0.3096
Si	-0.0192	-0.1402	-0.3488
Si	0.0051	-0.0461	0.1184
Si	0.0638	-0.0197	-0.1755
Si	-0.0257	-0.0249	0.1607
Si	0.0647	0.0658	0.139
Si	0.067	-0.0064	-0.2785
Si	0.0429	-0.0024	0.0381
Si	-0.0298	0.0591	0.0015
Si	0.0077	-0.0211	0.0584
Si	-0.0608	0.0766	-0.0262
Si	-0.0674	0.0865	0.0014
Si	-0.0122	0.0213	0.0285
Si	-0.0296	0.0656	-0.035
Si	0.0266	-0.0015	0.0441
Si	0.0781	-0.1745	-0.1236
Si	-0.2449	0.1876	0.0936
Si	0.1931	-0.0874	-0.0569
Si	-0.2172	0.1505	0.0635
Si	-0.1813	0.1829	0.1149
Si	0.0799	-0.1217	-0.1305
Si	-0.279	0.0811	0.0141
Si	0.0493	-0.2176	-0.0291
Si	-0.0206	0.1474	0.111
Si	0.2947	-0.1047	-0.0014
Si	0.2237	-0.1605	-0.1272
Si	-0.1034	0.1006	0.05
Si	0.1775	-0.1368	0.0091
Si	-0.1966	0.1083	0.0893
Si	-0.0738	0.2194	0.0864
Si	0.2209	-0.1834	-0.0471
Si	-0.0371	-0.0046	-0.0313
Si	0.0352	-0.0811	0.0153
Si	0.0775	-0.0642	0.0116
Si	0.0212	-0.0071	-0.048
Si	0.0238	-0.0772	0.0218
Si	-0.0251	0.001	-0.0526
Si	0.0072	-0.0071	-0.0412
Si	0.0299	-0.0464	0.0039
Si	-0.1247	-0.0813	-0.1277
Si	-0.0374	-0.0109	0.2458
Si	-0.0092	0.015	-0.1961
Si	-0.0447	0.0311	0.2685
Si	0.0012	0.0739	0.3344
Si	0.0602	0.1028	-0.116
Si	-0.0536	-0.0135	0.206
Si	-0.021	-0.0174	-0.1089
Si	0.007	0.0436	0.1832
Si	0.0509	0.0252	-0.1275
Si	0.008	0.0059	0.1788
Si	0.0299	0.0064	-0.1455
Si	0.0251	-0.0139	-0.1808
Si	-0.0192	-0.0092	0.0869
Si	0.0553	0.0509	-0.1564
Si	0.0595	0.0685	0.0996
Si	0.0342	-0.0398	-0.0221
Si	-0.0208	0.0117	-0.0463
Si	-0.0192	0.0142	-0.0527
Si	0.0071	-0.032	-0.069
Si	-0.0232	0.0431	-0.0503
Si	0.0152	-0.0115	-0.0551
Si	0.0313	-0.0196	-0.054
Si	-0.0111	0.011	-0.0215
Si	0.0204	-0.0079	-0.0026
Si	0.0045	-0.0032	-0.0078
Si	0.0023	-0.0041	0.0023
Si	0.0091	0.0064	0.0038
Si	0.021	0.0001	0.0019
Si	0.011	0.0002	-0.0028
Si	-0.0091	-0.0032	-0.0037
Si	0.0056	-0.0169	-0.0039
H	0.0028	0.0022	-0.0052
H	0.011	0.0027	-0.0021
O	0.0048	0.0112	0
O	0.0055	-0.0016	0.0124
O	0	0.0032	-0.0028
O	0.0013	0.0025	0.0234
O	0.0088	-0.0046	0.007
O	0.0075	0.0012	0.0051
H	-0.01	-0.0039	0.0061
H	-0.0045	-0.0059	0.0099
O	-0.0003	-0.0108	-0.0008
O	-0.0105	0.0072	0.0026
O	-0.005	-0.0007	-0.0111
O	-0.0028	-0.0077	0.0115
O	-0.0002	0.0022	-0.0222
O	-0.0016	0.0007	0.0036
Si	-0.0005	0	0.0005
Si	0.0058	-0.0043	-0.007
Si	-0.0002	0.0006	-0.0001
Si	0.0099	0.0025	0.0105
Si	-0.0037	0.0083	-0.0012
Si	0.0005	-0.0001	0.0005
Si	-0.003	-0.0004	-0.0027
Si	0.0011	0.0002	-0.0006
Si	-0.0061	-0.0049	-0.0127
Si	0.0014	0.002	-0.0002
Si	-0.0023	0	-0.0005
Si	-0.0023	-0.0007	-0.0037
Si	0.0002	0.0001	0.0003
Si	0	0.0001	-0.0027
Si	0.0018	-0.0016	-0.0153
Si	-0.0016	-0.0014	0.0001
Si	0.0001	0.0009	0.0006
Si	-0.0015	-0.0031	-0.0005
Si	0.0019	0.0029	-0.0009
Si	0.0006	0.0009	-0.0005
Si	0.0067	-0.0008	-0.0008
Si	0.0006	-0.0008	-0.0011
Si	0.0024	0.0084	0.0047
Si	0.001	-0.0012	-0.0004
Si	0.001	0.0007	-0.0008
Si	-0.0003	0	-0.0012
Si	-0.0024	0.0009	-0.0012
Si	0	0.0013	0.0012
Si	-0.002	-0.0052	-0.0055
Si	0.0017	0.0037	0.0047
Si	0.0022	0.0028	-0.0002
Si	0.0008	0.0005	0
Si	-0.0007	-0.0001	0.0009
Si	0.0001	0.0003	-0.0008
Si	0.0011	0.0025	0.0017
Si	0.0002	0.0006	-0.0001
O	0.0027	-0.0001	-0.001
O	-0.0013	0.0001	0.001
O	-0.0007	0.0003	-0.0009
O	0.0016	0.0001	-0.0001
O	-0.0008	-0.0006	-0.0004
O	-0.0021	0.0008	0.0011
O	0.0039	0.0028	-0.0029
O	-0.0001	-0.0039	0.0033
O	0.0033	-0.0005	-0.0016
O	0.0024	0.0009	-0.0018
O	0.0003	0.0003	-0.0005
O	0.0027	-0.0018	-0.0012
O	0.0009	0.0007	0.0026
O	0.0008	0.0004	-0.0012
O	-0.0063	-0.0013	-0.0017
O	0.0002	0.0027	-0.0033
O	-0.0008	-0.0018	0.0035
O	0	0.0003	-0.0014
O	-0.0111	0.0002	0.0053
O	0.0003	0.001	-0.0016
O	-0.0028	-0.0011	0.0013
O	-0.0032	-0.0015	-0.0006
O	0.0053	-0.0018	-0.001
O	0.0004	0	-0.0007
O	-0.0005	0.0003	-0.0014
O	0.0009	0.0005	-0.0007
O	0.0003	-0.0012	-0.0014
O	-0.0008	0.0002	0
O	-0.0004	0.0007	-0.0007
O	0.0007	0.0021	-0.0064
O	0.0035	-0.0011	-0.0003
O	-0.002	-0.0007	-0.001
O	-0.0004	-0.0007	0.0002
O	-0.002	0.0005	-0.0025
O	0.0015	0.0013	0.0011
O	0.0027	0.0013	-0.0021
O	-0.0028	0.0016	-0.0003
O	0.0011	0	0.0003
O	0.0008	0.0005	-0.0012
O	-0.0007	-0.0008	-0.0006
O	0.0009	0.0003	0.0003
O	-0.0003	-0.0009	-0.0003
O	0.0055	-0.003	-0.0012
O	-0.0062	-0.0026	0.0013
O	-0.0001	-0.0002	-0.0014
O	0.0007	-0.0025	-0.0047
O	0.0025	0.0014	0.0032
O	-0.0026	0.0016	-0.006
O	-0.0007	-0.0002	-0.0014
O	-0.0011	-0.0012	-0.0003
O	0.0002	0.001	-0.0019
O	-0.0005	-0.0002	-0.0023
O	-0.0003	-0.0005	-0.0003
O	0.0004	0.001	-0.0004
O	-0.0022	0.003	0.0067
O	0.0006	0.0009	-0.001
O	-0.0005	-0.0009	-0.0029
O	-0.0015	-0.0004	-0.0022
O	0.0011	0.001	-0.0003
O	0.0019	0.0008	-0.0011
O	0.0002	-0.0001	-0.0001
O	0.0006	-0.0012	-0.002
O	-0.0002	-0.0002	-0.0028
O	0.0001	0.0001	-0.0012
O	0.0001	0.0006	0
O	-0.0012	-0.0005	-0.0009

The program warned: the cutoff lies below the one the program advises for these potential files; the exchange-correlation potential is rough where the density is thin.
